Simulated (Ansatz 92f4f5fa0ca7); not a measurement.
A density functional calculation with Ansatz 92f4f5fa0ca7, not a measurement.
Periodic cell of 285 atoms, Si195O90, from a study of silicon, its oxide and their interface. The atomic structure is a simulated model.
Doubt: the cutoff is far below the 930 eV that the study's wrapper takes by default for these files, so forces and energies are approximate.

Settings
functional: PBE
potential files: Ansatz PAW
basis: plane waves
wave-function cutoff: 580 eV
density cutoff ratio: 5
exchange-correlation grid ratio: 1
k mesh: 1 x 1 x 1, Gamma-centred
self-consistency stop: 5e-08 eV per atom in the density residual
occupations: fixed
spin: none
net charge: 0

Cell vectors (angstrom)
a, 11.6015, 0, 0
b, 0, 10.938, 0
c, 0, 0, 40.2563

Atoms: element, x, y, z (angstrom)
Si, 0, 0, 0.9665
Si, 3.8672, 0, 0.9665
Si, 7.7343, 0, 0.9665
Si, 1.9336, 1.3673, 0.9665
Si, 5.8008, 1.3673, 0.9665
Si, 9.6679, 1.3673, 0.9665
Si, 0, 5.469, 0.9665
Si, 3.8672, 5.469, 0.9665
Si, 7.7343, 5.469, 0.9665
Si, 1.9336, 6.8362, 0.9665
Si, 5.8008, 6.8362, 0.9665
Si, 9.6679, 6.8362, 0.9665
Si, 1.9336, 2.7345, 39.2892
Si, 5.8008, 2.7345, 39.2892
Si, 9.6679, 2.7345, 39.2892
Si, 0, 4.1018, 39.2892
Si, 3.8672, 4.1018, 39.2892
Si, 7.7343, 4.1018, 39.2892
Si, 1.9336, 8.2035, 39.2892
Si, 5.8008, 8.2035, 39.2892
Si, 9.6679, 8.2035, 39.2892
Si, 0, 9.5708, 39.2892
Si, 3.8672, 9.5708, 39.2892
Si, 7.7343, 9.5708, 39.2892
Si, 0, 0, 4.8337
Si, 3.8672, 0, 4.8337
Si, 7.7343, 0, 4.8337
Si, 1.9336, 1.3673, 4.8337
Si, 5.8008, 1.3673, 4.8337
Si, 9.6679, 1.3673, 4.8337
Si, 0, 5.469, 4.8337
Si, 3.8672, 5.469, 4.8337
Si, 7.7343, 5.469, 4.8337
Si, 1.9336, 6.8362, 4.8337
Si, 5.8008, 6.8362, 4.8337
Si, 9.6679, 6.8362, 4.8337
Si, 1.9336, 2.7345, 2.9001
Si, 5.8008, 2.7345, 2.9001
Si, 9.6679, 2.7345, 2.9001
Si, 0, 4.1018, 2.9001
Si, 3.8672, 4.1018, 2.9001
Si, 7.7343, 4.1018, 2.9001
Si, 1.9336, 8.2035, 2.9001
Si, 5.8008, 8.2035, 2.9001
Si, 9.6679, 8.2035, 2.9001
Si, 0, 9.5708, 2.9001
Si, 3.8672, 9.5708, 2.9001
Si, 7.7343, 9.5708, 2.9001
Si, -1.231, -0.7716, 24.612
Si, 0.6971, 0.7028, 25.3605
Si, 9.764, -2.7393, 31.9475
Si, 0.078, -2.5293, 14.4258
Si, 6.8971, 6.7106, 29.7801
Si, 13.7023, 2.5427, 31.2637
Si, -2.1666, 6.6237, 30.2613
Si, 2.0754, 8.5544, 29.1776
Si, 9.7271, 2.9042, 31.4506
Si, 2.0031, 8.5053, 31.5035
Si, 8.654, 3.4335, 25.224
Si, 9.6208, 10.4584, 29.3587
Si, 7.561, 3.8391, 31.5872
Si, 5.7807, 2.3397, 31.7265
Si, 5.7665, 2.2968, 29.301
Si, 4.0456, 3.9928, 31.5578
Si, 6.0221, 4.8104, 25.5827
Si, 11.7031, 3.1177, 29.9984
Si, 2.4426, 2.6921, 23.6579
Si, 11.5388, 9.7185, 31.6391
Si, 15.1298, 11.2542, 29.4605
Si, 2.3617, 9.02, 25.2157
Si, 7.6134, 9.6105, 26.04
Si, 10.8649, 4.9616, 31.2197
Si, 0.0238, 0.1458, 33.5221
Si, 3.8786, -0.0789, 33.614
Si, 7.8324, 0.0464, 33.5584
Si, 2.0068, 1.4358, 33.4303
Si, 5.8079, 1.181, 33.6998
Si, 9.7066, 1.5116, 33.4343
Si, 0.0364, 5.5464, 33.3911
Si, 3.9074, 5.4522, 33.4226
Si, 7.7675, 5.3196, 33.476
Si, 1.9868, 6.883, 33.3162
Si, 5.895, 6.739, 33.5176
Si, 9.6659, 6.751, 33.7203
Si, 1.9647, 2.7491, 35.406
Si, 5.8004, 2.7563, 35.4466
Si, 9.7029, 2.7691, 35.4243
Si, 0.0431, 4.1282, 35.3479
Si, 3.8693, 4.1354, 35.407
Si, 7.754, 4.0695, 35.4533
Si, 1.9246, 8.1558, 35.369
Si, 5.824, 8.1811, 35.4115
Si, 9.6879, 8.2328, 35.5104
Si, 0.0272, 9.5913, 35.3993
Si, 3.8479, 9.4889, 35.4898
Si, 7.761, 9.564, 35.443
Si, 0, 0, 37.3556
Si, 3.8672, 0, 37.3556
Si, 7.7343, 0, 37.3556
Si, 1.9336, 1.3673, 37.3556
Si, 5.8008, 1.3673, 37.3556
Si, 9.6679, 1.3673, 37.3556
Si, 0, 5.469, 37.3556
Si, 3.8672, 5.469, 37.3556
Si, 7.7343, 5.469, 37.3556
Si, 1.9336, 6.8362, 37.3556
Si, 5.8008, 6.8362, 37.3556
Si, 9.6679, 6.8362, 37.3556
Si, 1.9135, 2.7325, 6.7798
Si, 5.7784, 2.7485, 6.7399
Si, 9.6526, 2.732, 6.7804
Si, -0.0265, 4.1027, 6.7835
Si, 3.8416, 4.1027, 6.7483
Si, 7.7246, 4.0987, 6.7878
Si, 1.8899, 8.2247, 6.757
Si, 5.7889, 8.2001, 6.7695
Si, 9.6619, 8.2105, 6.7678
Si, -0.0257, 9.6038, 6.7837
Si, 3.8513, 9.5631, 6.7671
Si, 7.7183, 9.5666, 6.7637
Si, -0.0217, 0.0422, 8.7345
Si, 3.8582, -0.0298, 8.7146
Si, 7.701, 0.0378, 8.664
Si, 1.9442, 1.3619, 8.7214
Si, 5.7713, 1.398, 8.6638
Si, 9.6243, 1.3799, 8.7338
Si, -0.0591, 5.4325, 8.7566
Si, 3.7975, 5.5311, 8.626
Si, 7.7311, 5.472, 8.7339
Si, 1.8478, 6.8387, 8.6714
Si, 5.7922, 6.8123, 8.6949
Si, 9.6284, 6.8545, 8.7096
Si, 5.8465, 8.1852, 10.6097
Si, 5.5043, 1.6471, 12.3044
Si, 11.7837, -2.0348, 17.4722
Si, -5.2741, 7.0864, 27.5137
Si, 7.6476, -1.2239, 10.6395
Si, 11.4455, 5.2664, 12.5634
Si, -3.6984, 9.252, 20.8537
Si, 4.1224, 4.0048, 14.0158
Si, 5.775, 2.9622, 10.4506
Si, -0.0542, 14.8735, 10.657
Si, 7.8682, 5.6244, 12.8366
Si, 1.9124, 12.0651, 12.4911
Si, -2.0293, -2.6347, 10.5903
Si, 5.4665, -2.2009, 19.0912
Si, 11.5327, -1.3604, 10.6391
Si, 3.9067, 5.6832, 12.4701
Si, 9.5555, 2.6616, 10.7395
Si, 15.0119, 1.7223, 17.0529
Si, -1.7079, 3.2088, 17.9147
Si, -0.9895, 5.4784, 26.279
Si, 7.3945, 0.1817, 12.5918
Si, 3.9561, 10.8273, 12.4795
Si, 11.475, 10.8894, 12.6218
Si, 13.4402, 8.1343, 10.6407
O, -8.3994, -3.3871, 28.5365
O, 5.6996, -1.7586, 17.5447
O, 6.3552, -4.819, 22.1279
O, 17.4293, -11.298, 15.41
O, -12.6639, -15.7228, 19.3835
O, 8.4341, -30.1247, 18.5249
O, -11.0147, 8.1446, 28.6163
O, -17.3983, 18.1067, 19.2546
O, 16.9944, -5.0178, 24.5466
O, 28.04, -7.081, 26.202
O, 1.9496, 12.531, 17.7624
O, 19.4429, -18.0216, 22.0528
O, 15.2737, 19.4563, 26.0578
O, 9.6667, -9.027, 21.5885
O, 23.4853, -11.3682, 17.1665
O, 10.3997, -4.1568, 27.2163
O, 1.0818, -4.0494, 23.0733
O, -22.7021, -31.1216, 26.6953
O, 5.0088, 2.6967, 13.524
O, 50.942, -9.5848, 28.6424
O, 9.4795, 13.2448, 14.1372
O, -7.0456, -33.3224, 30.4234
O, -10.1151, 19.226, 18.2983
O, -7.8244, 6.751, 22.57
Si, -3.6931, 20.5012, 31.7062
Si, 11.7946, -14.4655, 24.3446
Si, 15.7475, -1.4723, 31.7293
Si, 13.5628, 2.6975, 10.6776
Si, 8.1215, -9.6868, 27.4522
Si, 5.8267, 4.6041, 30.0455
Si, 17.666, 8.0674, 31.5879
Si, -1.9741, -7.0902, 14.705
Si, 24.9685, -4.2423, 12.5659
Si, -4.6953, -8.7866, 18.2101
Si, 3.8458, -12.4292, 10.5981
Si, 13.8943, 8.8785, 19.6026
Si, -6.6155, -8.331, 20.1423
Si, 3.248, -17.6124, 26.2362
Si, 21.5323, 0.342, 21.8643
Si, 5.7633, -11.1607, 17.0252
Si, 12.1262, -9.7595, 17.0482
Si, 3.9409, -14.6251, 27.0992
Si, 14.0168, 7.6582, 22.5318
Si, 13.6221, -8.8998, 14.6012
Si, 1.9089, 3.2292, 20.6126
Si, 3.8049, -6.6942, 10.5603
Si, -6.2621, 14.9734, 16.7251
Si, -2.101, -14.5308, 18.9688
Si, -0.7055, -28.2251, 19.7638
Si, 12.8887, 0.3517, 20.9737
Si, 12.4051, 14.0379, 27.5469
Si, 4.1253, -10.2956, 22.3533
Si, 5.3112, -4.1045, 23.1767
Si, 29.2682, -1.8078, 23.3261
Si, 21.3937, -4.0121, 12.4752
Si, 20.9818, 3.3761, 22.2177
Si, 21.0895, 1.3345, 12.7787
Si, 5.8745, -3.9037, 12.6985
Si, 5.7456, -22.9012, 13.9021
Si, -1.0043, -25.1066, 28.5426
Si, 7.7496, -17.6378, 10.7717
Si, 18.466, -15.765, 18.6219
Si, 6.7595, 4.7809, 21.2974
O, 18.8905, 8.2286, 26.8278
O, 10.9825, -0.3497, 30.2865
O, 5.9303, -16.5954, 17.5851
O, -1.2208, -2.4222, 18.2392
O, -4.1988, 9.0046, 22.3794
O, -2.6741, -11.3609, 20.8362
O, 19.8491, -15.0954, 18.0163
O, -8.3768, -20.5634, 15.4781
O, -12.3023, 8.7323, 23.9607
O, 12.6352, 12.7991, 20.4625
O, 12.7975, 1.7069, 24.1325
O, 21.026, 0.8027, 28.3531
O, 20.2711, -30.7439, 26.1383
O, -15.8119, 5.1709, 19.8453
O, 19.8498, -33.3637, 30.2708
O, -4.342, 10.8872, 26.9887
O, -17.7681, -28.9317, 21.0654
O, 26.5794, 3.0115, 19.8944
O, 3.9796, -40.494, 17.2556
O, 28.1668, 12.1886, 21.0778
O, 21.1668, -29.519, 23.8596
O, 18.0898, -29.9329, 16.7794
O, 2.061, -24.7475, 20.9984
O, 9.2415, 15.5747, 26.1408
O, -5.821, -2.6983, 13.8866
O, 11.6679, -0.9436, 14.024
O, 24.3708, -2.9918, 25.559
O, 37.3773, -7.3368, 14.487
O, -4.9859, -1.284, 24.7627
O, 11.7215, 4.4301, 26.8507
O, 38.6414, -9.1394, 23.5008
O, 27.1122, -12.8817, 19.4553
O, -0.6205, -4.8488, 24.8117
O, -1.32, -14.1052, 13.8512
O, 9.7655, 9.126, 28.4119
O, 12.5553, -17.4968, 19.9077
O, -32.1778, -28.9421, 24.7734
O, 7.0163, 22.4383, 17.7442
O, 8.7445, 7.9698, 20.2864
O, -24.4777, 4.3577, 21.3143
O, 9.5812, -21.8445, 23.4232
O, 27.6564, -10.339, 17.6055
O, 34.0715, -41.8567, 17.7778
O, 14.1638, -22.6988, 28.7327
O, -0.6106, 15.4379, 14.0141
O, 13.7066, -40.3056, 22.2384
O, -8.958, -2.0298, 23.5961
O, 28.1975, 15.569, 15.2642
O, 12.2495, -20.0912, 15.5059
O, 41.3379, -34.1819, 20.0085
O, 37.236, 14.3712, 27.4043
O, 19.8906, -17.1807, 14.1888
O, -1.8897, -7.0973, 16.3619
O, 9.2026, -12.1424, 25.6741
O, 53.5152, -7.1034, 24.8684
O, 14.8118, -5.0584, 26.5179
O, 6.7192, -38.1135, 26.8032
O, 13.0565, -3.2143, 13.8471
O, -20.6966, -20.6506, 30.3303
O, 7.1174, 2.1434, 28.3763
O, 25.1298, -22.2688, 25.6159
O, -8.9977, -21.6696, 21.924
O, -6.6033, -33.4587, 22.8449
O, 1.6073, 10.3469, 19.7028
O, 11.4886, -21.9978, 21.66
O, 0.1356, 8.1741, 16.0246

Results
free energy: -175136.270 eV
free energy less fixed offsets of O -568.88, Si -635.61 eV per atom: 6.880 eV

Forces (eV/angstrom), in the order of the atoms: element, x, y, z
Si, 0.0006, 0.058, -0.0034
Si, 0.0042, 0.015, 0.0071
Si, -0.0012, 0.0316, 0.0026
Si, 0.0053, -0.056, 0.0046
Si, -0.0003, 0.0021, 0.0071
Si, -0.0092, -0.0652, 0.0011
Si, -0.0045, 0.0886, -0.0104
Si, -0.0008, 0.0276, -0.006
Si, 0.006, 0.0492, 0.0113
Si, 0.0098, -0.0678, -0.0199
Si, 0.0005, -0.041, -0.0043
Si, -0.0104, 0.0229, 0.017
Si, 0.013, 0.058, -0.0027
Si, -0.0095, -0.0153, 0.0134
Si, 0.007, 0.0499, 0.0238
Si, -0.0172, -0.1422, -0.0704
Si, 0.0127, -0.0318, 0.0017
Si, 0.0142, -0.0334, 0.0008
Si, 0.0141, 0.1241, -0.0444
Si, -0.0036, 0.0561, -0.024
Si, 0.0163, -0.071, 0.0561
Si, 0.0043, -0.0646, -0.0073
Si, 0.0014, 0.0196, 0.0366
Si, 0.01, -0.0206, 0.0258
Si, -0.0436, 0.1175, 0.0061
Si, -0.0106, -0.0024, 0.0241
Si, 0.0011, 0.0245, -0.0143
Si, -0.0455, -0.0197, 0.0593
Si, -0.0138, -0.0272, -0.1145
Si, 0.0026, -0.0474, 0.0763
Si, -0.0074, 0.0401, 0.0979
Si, -0.0312, 0.0711, -0.1113
Si, -0.0063, 0.0306, 0.152
Si, -0.0522, 0.011, -0.0099
Si, -0.0008, -0.0587, 0.0172
Si, 0.0097, 0.0127, 0.0221
Si, 0.0084, 0.0529, -0.0027
Si, -0.0055, -0.0084, -0.0161
Si, -0.0209, 0.065, 0.0133
Si, -0.0033, -0.0737, 0.0076
Si, -0.0109, -0.0094, -0.0156
Si, -0.0007, -0.0568, 0.0091
Si, -0.0061, 0.0385, -0.0133
Si, -0.0066, 0.0422, 0.006
Si, -0.0032, -0.0009, 0.0093
Si, -0.0027, -0.0611, 0.0122
Si, -0.0088, -0.0112, -0.0088
Si, -0.0094, -0.0265, -0.0038
Si, 0.0231, 0.0219, 0.0118
Si, -0.0025, -0.0348, 0.0023
Si, -0.0026, -0.0099, -0.0049
Si, 0.0007, -0.0029, -0.0069
Si, 0.0012, -0.0047, -0.0233
Si, -0.007, -0.0186, 0.0073
Si, -0.0322, -0.018, -0.0125
Si, 0.0543, 0.0157, -0.0147
Si, -0.0784, -0.0359, 0.0996
Si, 0.0131, 0.0023, -0.0398
Si, -0.0018, -0.0073, -0.0028
Si, 0.0023, -0.022, -0.0449
Si, -0.1255, -0.0313, -0.0012
Si, 0.0144, 0.0033, -0.0365
Si, -0.0086, 0.0335, 0.0635
Si, -0.0034, 0.0084, 0.0145
Si, -0.019, 0.0282, 0.007
Si, 0.1813, 0.1281, -0.0625
Si, 0.0047, -0.001, -0.0007
Si, -0.0202, -0.0036, 0.0412
Si, 0.0187, -0.0334, -0.0287
Si, 0.0057, 0.0222, 0.0109
Si, -0.0252, -0.0473, 0.002
Si, 0.0758, -0.0642, -0.0326
Si, 0.0174, -0.0036, -0.0245
Si, 0.0024, 0, -0.0322
Si, -0.0039, -0.0005, -0.0155
Si, -0.0258, -0.0046, 0.0132
Si, 0.0033, 0.0201, -0.0069
Si, -0.0042, 0.0037, -0.0138
Si, -0.0027, -0.0269, -0.021
Si, -0.0201, -0.001, -0.0148
Si, 0.0182, -0.0033, -0.0036
Si, 0.0027, 0.0037, 0.0127
Si, -0.017, 0.01, -0.0239
Si, -0.0006, 0.015, 0.0219
Si, -0.0036, 0.0079, -0.0203
Si, -0.0027, -0.0186, 0.0028
Si, -0.0003, 0.0077, 0.0105
Si, -0.0011, -0.0004, 0.0233
Si, 0.0034, -0.0113, 0.0015
Si, -0.0034, 0.0011, 0.0152
Si, -0.0114, -0.0055, 0.0023
Si, 0.0126, 0.0118, 0.014
Si, -0.0063, -0.0036, -0.0113
Si, -0.0029, 0.0005, 0.0018
Si, 0.0035, 0.0026, -0.0021
Si, 0.0025, -0.0026, -0.0073
Si, 0.0591, 0.0066, -0.0047
Si, -0.0068, -0.0771, 0.1413
Si, -0.0425, 0.0809, 0.0456
Si, 0.0047, 0.0107, -0.1537
Si, -0.0566, 0.033, 0.078
Si, 0.1327, -0.0217, -0.1576
Si, 0.0911, 0.0529, -0.2834
Si, 0.0193, 0.1047, -0.0277
Si, -0.0209, 0.1045, 0.0003
Si, -0.1412, -0.1637, -0.1677
Si, 0.0686, -0.067, 0.0603
Si, 0.0983, -0.1054, 0.5255
Si, 0.0011, -0.0014, -0.0041
Si, 0.0002, -0.0028, -0.0046
Si, 0.0009, 0.0042, -0.0023
Si, 0.0029, -0.0002, -0.0064
Si, 0.0027, 0.0033, -0.0053
Si, -0.0033, 0.0024, -0.0075
Si, 0.0035, -0.0019, -0.0025
Si, 0.0016, -0.0016, -0.003
Si, -0.001, 0.0001, -0.0046
Si, -0.0007, 0.0004, -0.0022
Si, -0.0013, 0.001, -0.0036
Si, 0.0035, -0.0009, -0.0034
Si, 0.0025, -0.0039, -0.0071
Si, -0.0016, 0.0049, -0.0029
Si, -0.0035, -0.0008, 0.004
Si, 0.0035, -0.002, -0.0104
Si, 0.0023, 0.0105, 0.005
Si, -0.0006, -0.0021, -0.0027
Si, -0.0004, 0.0055, 0.0018
Si, 0.0012, -0.0085, -0.0012
Si, 0.0044, 0.0011, 0.0011
Si, -0.0009, 0.0026, -0.0008
Si, -0.0035, 0.0054, -0.0112
Si, 0.0013, -0.0008, -0.005
Si, -0.0066, -0.0046, 0.0079
Si, 0.0013, -0.0044, -0.0822
Si, -0.0038, -0.0083, -0.01
Si, 0.0085, 0.0321, -0.0093
Si, -0.0071, -0.0025, -0.0006
Si, -0.0095, 0.0172, -0.0011
Si, -0.0061, 0.0108, 0.0133
Si, 0.0037, -0.0013, 0.0168
Si, 0.0041, -0.0154, 0.0246
Si, -0.0025, -0.0023, 0.0032
Si, -0.0021, 0.0111, -0.0283
Si, -0.0218, 0.0101, 0.0135
Si, 0.0002, -0.0091, 0.0149
Si, 0.017, 0.0031, 0.0102
Si, 0.0037, 0.0042, -0.007
Si, 0.01, 0.0163, 0.0016
Si, -0.0021, 0, 0.0044
Si, 0.0322, 0.0085, 0.0197
Si, -0.0289, 0.0002, 0.0107
Si, 0.0009, 0.0114, 0.0039
Si, 0.0074, -0.0126, 0.0097
Si, 0.0302, -0.0073, 0.0124
Si, -0.0138, 0.0222, -0.0075
Si, 0.0056, -0.0004, -0.0079
O, -0.0226, 0.0071, 0.0049
O, -0.0025, -0.0042, 0.0012
O, 0.0079, -0.0109, -0.0177
O, 0.0041, -0.0058, -0.0476
O, -0.0033, 0.0193, -0.0025
O, 0.0213, 0.0111, -0.0059
O, 0.0076, -0.004, -0.0022
O, 0.0008, 0.0081, -0.0058
O, -0.0042, -0.0104, 0.0064
O, -0.0094, 0.0018, -0.0043
O, -0.0014, -0.0045, 0.0013
O, 0.0097, 0.0026, -0.0007
O, -0.0118, -0.0014, 0.0143
O, 0.007, 0.0025, 0.0072
O, 0.0031, -0.0016, 0.0031
O, -0.0035, -0.008, -0.0022
O, -0.0023, 0.0011, -0.0048
O, -0.0162, 0.0158, 0.0387
O, -0.0068, 0.0147, 0.0388
O, 0.0092, 0.0109, -0.0211
O, -0.0026, 0.0106, 0.0132
O, -0.0226, -0.0137, -0.0029
O, -0.0034, -0.0016, 0.0007
O, -0.0179, 0.0091, -0.0052
Si, -0.0248, 0.0146, 0.0406
Si, 0.001, 0.0131, 0.0078
Si, 0.0077, 0.0002, 0.019
Si, -0.0005, 0.0062, 0.0039
Si, 0.0194, -0.0229, -0.031
Si, 0.0192, -0.0297, -0.0392
Si, 0.0186, 0.0184, -0.0118
Si, -0.0095, -0.0029, 0.0125
Si, -0.0062, -0.0106, -0.0034
Si, 0.0079, -0.0181, 0.037
Si, 0.0068, 0.0029, 0.0007
Si, 0.005, 0.0063, -0.0003
Si, 0.0124, 0.0003, -0.0174
Si, 0.0058, 0.0127, 0.0099
Si, -0.0091, 0.0048, 0.0016
Si, 0.0031, 0.0279, 0.0269
Si, -0.0222, 0.0124, -0.0021
Si, 0.0069, 0.0043, -0.016
Si, 0.0153, -0.0017, 0.0225
Si, -0.0135, 0.0075, 0.032
Si, 0.0043, 0.0065, -0.0012
Si, 0.0092, -0.0007, 0.0072
Si, 0.0104, -0.0046, 0.0138
Si, -0.0058, -0.0147, 0.0052
Si, 0.0003, -0.0122, -0.031
Si, 0.001, 0.0072, 0.0116
Si, -0.0096, -0.0491, -0.0708
Si, 0.016, 0.0019, 0.0024
Si, 0.012, 0.012, 0.0018
Si, -0.0025, -0.0024, 0.0225
Si, -0.0028, -0.0099, -0.0087
Si, -0.0199, -0.0104, -0.0115
Si, 0.0202, -0.0087, -0.0111
Si, 0.0082, -0.0543, -0.0279
Si, -0.0168, -0.0158, 0.0095
Si, 0.0246, 0.0149, -0.0132
Si, -0.0114, 0.001, 0.0087
Si, 0.0011, -0.0279, 0.0056
Si, -0.0047, -0.003, 0.0049
O, -0.0256, 0.0119, -0.0159
O, -0.0051, 0.0226, -0.0209
O, -0.0005, -0.0049, -0.0086
O, 0.0041, -0.0021, 0.002
O, 0.0079, -0.0069, -0.0097
O, 0.0054, -0.0038, 0.0034
O, 0.0066, 0.0118, -0.0016
O, 0.0056, -0.0037, -0.0183
O, 0.0125, -0.0208, -0.0082
O, -0.0012, -0.002, -0.001
O, 0.0055, 0.0125, -0.0229
O, -0.0024, -0.0001, 0.0169
O, -0.0089, 0.0001, 0.0037
O, 0.001, 0.0135, -0.0055
O, 0.0162, 0.0106, -0.0132
O, 0.0067, 0.0078, -0.0033
O, 0.0018, 0.001, 0.0009
O, -0.0137, 0.0027, -0.0073
O, -0.0065, -0.0071, -0.0144
O, -0.0054, -0.0036, 0.0055
O, -0.0046, 0.0032, 0.0078
O, -0.0189, 0.0203, -0.0157
O, -0.0013, 0.0085, -0.0065
O, 0.0041, -0.0005, -0.0099
O, 0.0026, 0.0439, 0.0379
O, 0.0036, -0.0068, 0.0197
O, -0.0011, -0.0083, -0.0124
O, -0.0051, -0.004, -0.0033
O, 0.0194, -0.0049, 0.0134
O, 0.0066, -0.0188, 0.0237
O, -0.01, 0.0008, -0.0082
O, -0.0141, -0.0006, -0.0006
O, -0.0053, -0.0066, -0.0035
O, 0.0075, 0.0013, 0.0044
O, -0.0045, 0.017, 0.0187
O, 0.0037, -0.0011, -0.0019
O, -0.0038, -0.0005, 0.0041
O, -0.0104, -0.0012, -0.007
O, 0.0042, -0.005, -0.0138
O, -0.003, 0.0032, 0.0068
O, 0.0053, 0.007, -0.0147
O, -0.0068, -0.008, -0.0109
O, 0.0103, -0.0067, -0.0057
O, -0.0004, -0.0096, 0.0081
O, -0.0073, -0.0018, 0.0082
O, 0.0025, -0.0107, -0.0012
O, -0.0055, -0.0133, -0.0158
O, -0.0107, -0.0074, -0.0066
O, 0.0175, -0.0009, -0.0219
O, -0.0073, -0.0169, -0.0075
O, -0.0054, 0.0098, 0.0117
O, 0.0194, -0.016, 0.0219
O, 0.0079, 0.0061, 0.0028
O, -0.0128, 0.0012, 0.0117
O, 0.0142, -0.0044, 0.0054
O, -0.0006, -0.0261, 0.0032
O, -0.0001, -0.0031, -0.0038
O, -0.0097, 0.0005, 0.0152
O, -0.0333, 0.0156, -0.0048
O, -0.0156, 0.0056, -0.0019
O, -0.0083, -0.0052, -0.0088
O, -0.0089, -0.0001, -0.0139
O, -0.0117, 0.0014, -0.0057
O, 0.0004, -0.0113, 0.0049
O, 0.0075, -0.0012, -0.0069
O, 0.0012, 0.0025, 0.0059

The program warned: the cutoff lies below the one the program advises for these potential files; the exchange-correlation potential is rough where the density is thin.
